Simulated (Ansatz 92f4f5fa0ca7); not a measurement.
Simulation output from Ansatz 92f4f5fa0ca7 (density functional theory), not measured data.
Periodic cell of 212 atoms, Si132O80, from a study of silicon, its oxide and their interface. The atomic structure is a simulated model.
Doubt: the cutoff is far below the 930 eV that the study's wrapper takes by default for these files, so forces and energies are approximate.
This geometry differs little from another in the collection (a relaxation step or a small displacement).

Settings: functional PBE; potential files Ansatz PAW; basis plane waves; wave-function cutoff 580 eV; density cutoff ratio 5; exchange-correlation grid ratio 1; k mesh 1 x 1 x 1, Gamma-centred; self-consistency stop 5e-08 eV per atom in the density residual; occupations fixed; spin none; net charge 0.

Cell vectors (angstrom)
a, 10.938, 0, 0
b, 0, 10.938, 0
c, 0, 0, 31.7047

Atoms and the computed forces on them: element, x, y, z (angstrom), force x, y, z (eV/angstrom)
Si, -0.4165, 0.3788, 24.2923, 0.3445, -0.2881, -0.056
Si, 6.1962, -0.6011, 24.2713, -0.2989, 0.3494, -0.0928
Si, 2.1256, 3.3342, 24.3468, 0.2118, -0.2201, -0.008
Si, 8.6399, 2.0654, 24.2506, -0.3453, 0.2011, -0.0236
Si, 0.4795, 5.0745, 24.2062, -0.2226, 0.3434, -0.1894
Si, 4.7499, 6.126, 24.2834, 0.3363, -0.3289, -0.1679
Si, 3.062, 7.8998, 24.4229, -0.3275, 0.3218, -0.0552
Si, 7.7643, 8.529, 24.2673, 0.2721, -0.4072, -0.1344
Si, 1.2666, 1.4723, 25.5688, 0.0426, -0.0103, -0.006
Si, 6.9389, 1.2196, 25.6532, -0.0391, 0.0477, -0.0347
Si, 4.0232, 4.1896, 25.5042, -0.0115, -0.0343, -0.0913
Si, 9.5466, 4.0518, 25.3408, 0.0596, -0.045, 0.0304
Si, 1.3683, 6.7844, 25.6055, 0.0183, -0.0118, 0.0563
Si, 6.704, 6.8485, 25.522, -0.0372, 0.0188, -0.0683
Si, 4.2165, 9.6129, 25.5148, 0.0741, 0.0438, -0.0039
Si, 9.5283, 9.5476, 25.5168, -0.0266, -0.0155, 0.0369
Si, 2.7426, 0.0488, 26.8394, -0.0879, -0.0679, 0.0452
Si, 8.262, -0.0774, 27.0178, 0.0103, -0.068, 0.0673
Si, -0.0825, 2.8024, 26.943, 0.0474, -0.0001, -0.0489
Si, 5.4664, 2.7339, 26.8316, 0.0215, 0.0278, 0.0653
Si, 2.7316, 5.4663, 26.9941, 0.0002, -0.0064, 0.0102
Si, 8.1737, 5.4412, 26.7993, 0.0176, 0.04, -0.0081
Si, -0.014, 8.1987, 26.8842, 0.0097, 0.0295, -0.0104
Si, 5.4659, 8.2233, 26.9753, -0.032, 0.0684, -0.0515
Si, 4.1018, 1.3673, 28.2865, -0.0003, 0.1812, -0.4776
Si, 9.5708, 1.3673, 28.2865, 0.0488, 0.1193, 0.4564
Si, 1.3673, 4.1018, 28.2865, -0.2832, -0.0143, 0.3873
Si, 6.8362, 4.1018, 28.2865, 0.0037, -0.1233, -0.6263
Si, 4.1018, 6.8362, 28.2865, -0.0151, 0.1436, 0.456
Si, 9.5708, 6.8362, 28.2865, -0.2617, -0.2208, -0.6014
Si, 1.3673, 9.5708, 28.2865, 0.1704, 0.1264, -0.5801
Si, 6.8362, 9.5708, 28.2865, 0.0405, -0.2353, 0.7446
Si, 0, 0, 29.6537, 0.07, 0.1757, 0.0058
Si, 5.469, 0, 29.6537, 0.1111, -0.0484, -0.0149
Si, 2.7345, 2.7345, 29.6537, -0.099, -0.0151, -0.007
Si, 8.2035, 2.7345, 29.6537, -0.0141, -0.1516, 0.01
Si, 0, 5.469, 29.6537, 0.0748, -0.0777, 0.0114
Si, 5.469, 5.469, 29.6537, -0.0223, 0.0936, -0.0088
Si, 2.7345, 8.2035, 29.6537, 0.06, -0.0502, 0.0225
Si, 8.2035, 8.2035, 29.6537, -0.187, -0.0271, 0.0463
Si, 1.3673, 1.3673, 31.021, 0.0656, -0.0896, 0.0276
Si, 6.8362, 1.3673, 31.021, -0.0525, 0.0829, -0.0228
Si, 4.1018, 4.1018, 31.021, 0.0217, -0.0144, -0.0034
Si, 9.5708, 4.1018, 31.021, -0.0535, 0.0586, -0.0366
Si, 1.3673, 6.8362, 31.021, -0.0866, 0.0531, -0.0165
Si, 6.8362, 6.8362, 31.021, 0.1039, -0.0408, 0.0308
Si, 4.1018, 9.5708, 31.021, -0.0512, 0.079, -0.0286
Si, 9.5708, 9.5708, 31.021, 0.0362, -0.0651, -0.0132
Si, 2.7345, 0, 0.6835, 0.0362, -0.0506, 0.0278
Si, 8.2035, 0, 0.6835, -0.0476, 0.0384, -0.0148
Si, 0, 2.7345, 0.6835, -0.0231, 0.033, -0.006
Si, 5.469, 2.7345, 0.6835, 0.0508, -0.0809, 0.0276
Si, 2.7345, 5.469, 0.6835, -0.0357, 0.0528, -0.0067
Si, 8.2035, 5.469, 0.6835, 0.0408, -0.085, 0.0265
Si, 0, 8.2035, 0.6835, 0.0668, -0.0216, 0.0367
Si, 5.469, 8.2035, 0.6835, -0.0331, 0.0141, -0.0068
Si, 4.1018, 1.3673, 2.0507, 0.0036, 0.0886, -0.0569
Si, 9.5708, 1.3673, 2.0507, -0.012, -0.0945, 0.0518
Si, 1.3673, 4.1018, 2.0507, 0.0325, -0.0294, 0.0417
Si, 6.8362, 4.1018, 2.0507, -0.041, 0.0555, -0.059
Si, 4.1018, 6.8362, 2.0507, 0.0406, -0.0467, 0.035
Si, 9.5708, 6.8362, 2.0507, -0.0798, 0.0326, -0.0811
Si, 1.3673, 9.5708, 2.0507, -0.0133, 0.134, -0.0773
Si, 6.8362, 9.5708, 2.0507, 0.0928, -0.0207, 0.0404
Si, 0, 0, 3.418, 0.3634, -0.2247, -0.5801
Si, 5.469, 0, 3.418, -0.2135, 0.1864, 0.6294
Si, 2.7345, 2.7345, 3.418, 0.2841, -0.0651, -0.3049
Si, 8.2035, 2.7345, 3.418, -0.3581, -0.0934, 0.3771
Si, 0, 5.469, 3.418, 0.0838, 0.2554, 0.4393
Si, 5.469, 5.469, 3.418, 0.0243, -0.241, -0.5196
Si, 2.7345, 8.2035, 3.418, 0.0796, 0.2918, 0.6046
Si, 8.2035, 8.2035, 3.418, 0.141, -0.155, -0.6685
Si, 1.4195, 1.3211, 4.7266, -0.0135, 0.0299, -0.029
Si, 6.802, 1.3819, 4.8753, 0.0093, -0.024, -0.011
Si, 4.1466, 4.0798, 4.7673, 0.007, 0.024, 0.0041
Si, 9.5552, 4.1008, 4.7911, 0.0593, 0.0114, 0.0287
Si, 1.3971, 6.8595, 4.8589, -0.07, -0.0473, 0.034
Si, 6.8244, 6.8418, 4.7039, -0.0631, -0.058, -0.054
Si, 4.0831, 9.6123, 4.9041, 0.0047, 0.032, -0.0321
Si, 9.6432, 9.4973, 4.6954, -0.0063, 0.0264, -0.024
Si, 2.6678, 0.0819, 6.3388, 0.0049, -0.0741, -0.0766
Si, 8.2995, -0.082, 5.9984, 0.007, -0.0079, 0.1192
Si, 0.0731, 2.7166, 6.0147, 0.0219, -0.0119, 0.0411
Si, 5.3861, 2.7597, 6.3423, 0.0888, 0.0666, 0.2665
Si, 2.8349, 5.4725, 6.1505, 0.048, 0.0094, -0.0093
Si, 8.1703, 5.5201, 6.1009, -0.0583, -0.0504, 0.0785
Si, 0.0053, 8.2356, 6.2483, 0.0424, 0.0162, 0.0039
Si, 5.557, 8.1877, 6.1408, 0.0306, -0.0671, 0.1578
Si, 3.4351, 1.9891, 7.589, 0.3776, -0.2736, 0.4875
Si, 10.0612, 0.915, 7.1728, -0.5201, 0.3974, 0.3771
Si, 1.7618, 3.7445, 7.3009, -0.2912, 0.3063, 0.0569
Si, 6.328, 4.7185, 7.3603, 0.1311, -0.6168, -0.6649
Si, 4.6485, 6.4041, 7.4115, -0.0845, 0.2459, 0.0359
Si, 9.244, 7.1027, 7.4528, 0.2239, -0.3274, -0.0013
Si, 0.7569, 10.1402, 7.5113, 0.2252, -0.2396, 0.3349
Si, 7.4959, 9.0265, 7.2598, -0.238, 0.3141, 0.149
O, 0.8202, 9.8782, 9.1914, -0.0753, 0.0014, -0.468
O, 1.1259, 4.5188, 8.6313, 0.1394, -0.0579, -0.1028
O, 5.3023, -1.5212, 10.6707, 0.0452, -0.1559, -0.1273
O, 6.9582, 9.8297, 8.6194, 0.1273, -0.322, -0.1351
O, 3.608, 1.6271, 9.2233, -0.3235, 0.0787, -0.5949
O, 4.6407, 6.6825, 9.1238, 0.5629, -0.5392, 0.0342
O, 6.5943, 4.8446, 9.168, -0.3183, 1.5523, 0.2431
O, 9.8403, 6.1154, 8.7141, -0.199, 0.2634, -0.1761
O, 2.4542, 2.9443, 22.748, -0.063, 0.0347, 0.1426
O, 6.2696, 10.8402, 22.6411, 0.0656, -0.2063, 0.2015
O, 7.6763, 2.2468, 22.8678, 0.0769, -0.0337, 0.1009
O, 0.3043, 5.6492, 22.6411, 0.1284, -0.183, 0.397
O, 2.3182, 8.637, 23.0924, 0.0419, -0.0961, 0.0471
O, 8.1861, 7.927, 22.758, -0.0825, 0.2113, 0.3082
O, 4.9903, 5.7626, 22.6893, -0.1412, 0.1209, 0.3063
O, 11.2918, 10.5797, 22.9708, -0.0163, 0.0587, 0.0884
Si, 0.3423, 3.633, 14.9615, 0.0376, -0.0064, -0.0673
Si, 6.9222, 11.2031, 14.0611, 0.0629, 0.0393, -0.1157
Si, 3.9142, 2.0519, 10.7666, 0.5601, 0.1738, 0.1142
Si, 3.3886, 1.7127, 22.2448, -0.1443, -0.0023, -0.2803
Si, 1.8682, 10.101, 22.5337, -0.036, 0.031, -0.2037
Si, 4.8473, 10.1964, 12.031, -0.0333, 0.0843, 0.1071
Si, 13.3638, 11.184, 19.8353, -0.0787, -0.004, -0.3142
Si, 6.377, 13.4282, 17.0023, 0.0178, 0.0524, -0.0362
Si, 9.7027, 3.4004, 19.6894, -0.0782, -0.0863, -0.1353
Si, 2.7488, 17.5515, 19.3932, 0.027, 0.0062, -0.1911
Si, -1.4833, 13.2716, 16.9188, 0.01, 0.0201, -0.0307
Si, 1.5902, 8.6091, 15.6475, 0.0563, 0.0583, -0.1089
Si, 1.1274, 6.2602, 12.1757, 0.1416, 0.1146, 0.2263
Si, 10.4374, 11.5557, 19.0499, 0.0215, 0.004, -0.0511
Si, 9.5786, 6.0467, 13.9992, 0.0923, -0.0252, -0.0064
Si, 5.4448, 14.1083, 14.3457, -0.0337, -0.0862, -0.0628
Si, 11.0056, 5.865, 21.0424, 0.086, -0.0795, -0.2788
Si, 6.3858, 12.4114, 22.1926, 0.1354, 0.0546, -0.1911
Si, -0.965, 2.0488, 10.0402, -0.8241, -0.2134, 0.1703
Si, 5.3773, 5.7172, 21.1246, -0.0237, -0.0316, -0.1811
Si, 6.0252, 6.3031, 9.9576, -0.6087, 1.0968, 0.7523
Si, 7.018, 16.0215, 12.4785, 0.3668, -0.5009, 0.314
Si, 2.5398, 14.4982, 12.9537, 0.0359, -0.0296, 0.0086
Si, 11.5573, 10.653, 10.6291, -0.0977, 0.1002, 0.3098
Si, 8.8561, 10.9325, 11.8337, 0.0064, 0.37, -0.104
Si, 13.1639, 9.054, 12.6223, 0.0499, -0.0411, 0.0663
Si, 6.7162, 3.2332, 19.9785, 0.1043, 0.1401, -0.1917
Si, 8.5816, 9.2301, 18.8476, 0.1013, 0.0868, -0.1086
Si, 8.1444, 7.3877, 21.2203, -0.0937, -0.0051, -0.2362
Si, 6.6011, 3.4489, 10.1886, 1.0265, -4.294, -0.408
Si, 6.8038, -1.7498, 10.0952, -0.0497, 0.7174, 0.3175
Si, 6.3256, 10.4498, 17.0296, -0.037, 0.0224, -0.1104
Si, -0.1505, 5.0284, 9.5053, 0.0087, -0.2781, 0.241
Si, -0.9239, 7.5293, 16.6517, 0.0149, 0.0151, -0.0956
Si, 1.483, 5.8419, 16.81, 0.0331, 0.0234, -0.0325
Si, 3.6043, 9.3348, 17.8056, -0.0351, 0.0004, -0.054
O, 8.4312, 11.1557, 13.4033, -0.0564, -0.0178, 0.0275
O, 7.8341, -1.0193, 11.0906, -0.1361, -0.2894, -0.1309
O, 10.2795, 10.1855, 11.5488, 0.1398, -0.1215, -0.0879
O, 2.4449, 5.6042, 18.1168, -0.0173, 0.0103, 0.0476
O, 9.5955, 6.6933, 20.8653, -0.0197, 0.0445, 0.106
O, 4.9268, 2.1028, 22.6212, -0.0171, 0.032, 0.1078
O, 9.715, 3.502, 18.0469, 0.0026, 0.0278, 0.0409
O, -3.9764, 10.4733, 15.5195, -0.017, -0.0507, 0.1247
O, 3.0955, 8.0546, 18.6882, 0.0113, -0.0104, 0.0538
O, 0.4949, 12.2701, 10.3515, 0.1485, 0.0218, -0.1054
O, 6.8131, 17.4081, 20.9431, 0.0495, 0.054, 0.1157
O, 6.2252, 1.756, 14.0316, -0.0043, 0.0183, 0.034
O, 1.3968, 6.5887, 20.3546, -0.1107, 0.0247, 0.1371
O, 3.5294, 10.6222, 18.7964, -0.0452, 0.0489, 0.1192
O, 9.2357, 17.8878, 15.3233, -0.0354, -0.0033, 0.0125
O, 7.07, -3.3673, 9.9187, 0.0056, -0.7684, -0.2827
O, 14.0476, 12.4322, 20.6427, 0.1082, 0.0862, 0.2272
O, 13.6019, 13.7342, 11.5169, -0.116, -0.0039, -0.04
O, -0.9436, 3.6732, 9.9977, 0.2031, 0.3508, -0.1514
O, 6.0392, -0.6728, 13.104, -0.0468, -0.0476, -0.0576
O, 10.8819, 17.6038, 13.2359, -0.0626, -0.0275, -0.0401
O, 4.0987, 6.2363, 20.2349, 0.0773, -0.0039, 0.1073
O, -3.0294, 13.3232, 16.398, 0.0318, 0.0161, 0.0381
O, 2.0543, 7.0302, 15.8126, -0.0116, -0.0492, 0.0215
O, 5.936, 5.9527, 11.5691, -0.1115, 0.0874, -0.8537
O, 4.3336, 0.7455, 11.6383, -0.085, -0.0384, -0.0344
O, 6.5698, 1.7096, 20.5775, -0.0573, -0.1024, 0.1984
O, 8.2689, 16.924, 13.0221, -0.0934, 0.0557, -0.0395
O, 1.1209, 11.6096, 18.9637, 0.0591, -0.0067, 0.0789
O, -0.0058, 17.2727, 17.308, -0.0297, 0.0018, 0.0149
O, 7.5338, 3.8916, 11.4728, -0.2106, 0.9541, 0.0931
O, 5.4308, 14.2575, 15.9714, 0.0032, 0.0027, 0.0232
O, 2.9506, 11.2552, 23.0212, 0.0847, 0.0378, 0.1191
O, 10.8069, 4.4039, 20.3199, 0.0628, 0.0451, 0.0822
O, 8.9849, 8.0578, 17.7796, -0.0485, -0.0077, 0.0753
O, 7.9116, 8.6043, 20.1745, -0.0064, 0.0131, 0.0883
O, 12.8698, 18.5751, 11.887, -0.018, -0.0296, -0.0544
O, 6.4085, 3.2987, 18.3952, 0.0078, -0.0119, 0.1016
O, 1.3472, 15.4017, 15.9562, 0.0174, 0.0295, 0.061
O, 2.2052, 16.0935, 12.7364, -0.0274, 0.0191, -0.0519
O, 7.4915, 10.1825, 18.1215, 0.004, -0.0192, 0.066
O, 5.6214, 4.1728, 20.7022, -0.0348, -0.0782, 0.0986
O, 2.6165, 9.5273, 16.5171, 0.0104, 0.0058, 0.0252
O, -5.2021, 11.9542, 17.2634, -0.0064, -0.0337, 0.0392
O, 9.4707, 1.4594, 8.6161, 0.5021, -0.3427, -0.4474
O, 11.0025, 8.7633, 16.2213, 0.0125, -0.0506, 0.028
O, 10.53, 13.3597, 15.7182, -0.0159, -0.0123, 0.0168
O, 3.9147, 14.2102, 13.7931, -0.0033, 0.0117, 0.0243
O, -0.9376, 1.826, 20.0855, -0.0116, -0.0155, 0.0392
O, 7.0355, 2.2081, 9.3058, -0.3238, 1.5474, -0.067
O, 9.7752, 11.8348, 17.5934, -0.0108, -0.0293, 0.0368
O, -1.0617, 10.0743, 19.4177, -0.0496, 0.0082, 0.0233
O, 1.2547, 13.9092, 13.7827, -0.0294, 0.0109, -0.0024
O, 12.8853, 10.0389, 20.9026, -0.0519, -0.0808, 0.253
O, 10.0339, 15.4784, 14.4198, -0.0368, 0.0192, -0.0179
O, 1.5585, 9.1052, 14.1025, -0.0504, 0.0218, 0.0361
O, 0.4282, 5.7614, 10.8197, -0.1068, -0.0478, -0.2285
O, 8.2257, 3.8039, 20.2487, -0.036, -0.0219, 0.0298
O, 3.8112, 9.2427, 12.8268, 0.0196, -0.0053, -0.0471
O, -5.7925, 9.3248, 17.2411, 0.021, -0.0211, -0.0102
O, 5.1189, 3.1506, 10.8115, -0.6469, 0.8625, 0.238
O, 1.8472, 10.2803, 11.6163, 0.0242, 0.031, -0.0767
O, 6.2764, 4.4405, 13.7635, -0.0133, 0.1275, -0.0388
O, 8.9565, 1.4998, 11.2033, 0.2817, -0.1172, 0.1065

Results
free energy: -129407.638 eV
free energy less fixed offsets of O -568.88, Si -635.61 eV per atom: 3.282 eV

The program warned: the cutoff lies below the one the program advises for these potential files; the exchange-correlation potential is rough where the density is thin.
